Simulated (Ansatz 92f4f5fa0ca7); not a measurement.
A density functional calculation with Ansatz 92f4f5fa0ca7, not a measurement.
Periodic cell of 442 atoms, Si288O154, from a study of silicon, its oxide and their interface. The atomic structure is a simulated model.
Doubt: the cutoff is far below the 930 eV that the study's wrapper takes by default for these files, so forces and energies are approximate.
This geometry differs little from another in the collection (a relaxation step or a small displacement).

Settings: functional PBE; potential files Ansatz PAW; basis plane waves; wave-function cutoff 580 eV; density cutoff ratio 5; exchange-correlation grid ratio 1; k mesh 1 x 1 x 1, Gamma-centred; self-consistency stop 5e-08 eV per atom in the density residual; occupations fixed; spin none; net charge 0.

Cell vectors (angstrom)
a	15.4687	0	0
b	0	15.4687	0
c	7.2768	1.9955	33.2036

Atoms and the computed forces on them: element, x, y, z (angstrom), force x, y, z (eV/angstrom)
Si	7.117	2.308	24.245	-0.017	0.08	-0.073
Si	7.309	5.466	24.287	0.014	-0.095	-0.064
Si	7.298	10.028	24.253	0.038	0.091	-0.105
Si	7.27	-2.276	24.293	-0.015	-0.105	-0.023
Si	11.018	2.422	24.42	-0.02	0.084	-0.043
Si	11.192	5.575	24.433	-0.016	-0.071	0.007
Si	11.037	10.185	24.286	-0.063	0.07	-0.136
Si	11.35	-2.122	24.359	0.026	-0.049	-0.033
Si	14.816	2.483	24.287	-0.006	0.045	-0.055
Si	15.112	5.646	24.458	0.017	-0.045	-0.013
Si	15.133	10.122	24.357	0.027	0.146	-0.037
Si	15.295	-2.208	24.425	0.052	-0.092	-0.084
Si	3.293	2.804	24.445	0.019	-0.096	-0.071
Si	3.375	5.276	24.541	0.002	0.087	-0.028
Si	3.328	9.931	24.427	-0.013	0.107	-0.066
Si	3.397	-2.404	24.474	-0.026	-0.113	-0.092
Si	9.059	2.046	25.651	0.008	0.033	0.01
Si	9.2	5.852	25.669	0.003	-0.036	-0.004
Si	9.179	9.802	25.674	0.023	0.045	0.042
Si	9.27	-1.841	25.543	0.016	-0.013	-0.011
Si	12.984	2.056	25.694	-0.006	0.05	0
Si	13.125	5.903	25.732	-0.005	-0.031	-0.029
Si	13.071	9.762	25.506	0.032	-0.018	-0.005
Si	13.26	-1.845	25.668	-0.005	-0.042	0.008
Si	16.83	2.052	25.592	-0.018	0.001	-0.004
Si	16.976	5.796	25.854	0.011	-0.014	-0.008
Si	16.933	9.759	25.829	0.001	0.035	0.012
Si	17.054	-2.009	25.917	0.02	-0.007	0.032
Si	5.225	2.067	25.636	-0.028	0.024	0.005
Si	5.381	5.776	25.671	-0.029	-0.005	-0.016
Si	5.362	9.692	25.609	-0.02	0.017	-0.007
Si	5.377	-1.969	25.667	0.021	-0.042	0.001
Si	9.16	3.946	27.089	-0.004	-0.015	-0.059
Si	9.199	7.825	26.99	-0.012	-0.01	0.01
Si	9.227	11.735	27.037	-0.012	-0.01	-0.036
Si	9.186	0.074	26.957	-0.011	-0.009	-0.012
Si	13.058	3.96	27.115	0.003	0.021	-0.074
Si	13.073	7.88	26.992	0.006	-0.021	-0.02
Si	13.132	11.652	27.015	-0.005	0.033	-0.048
Si	13.101	0.093	27.013	0.007	-0.028	0
Si	16.871	3.858	27.161	0	0.007	-0.036
Si	16.947	7.788	27.097	-0.013	-0.021	0.032
Si	16.971	11.596	27.288	-0.014	-0.019	-0.03
Si	16.958	0.091	26.992	-0.011	0.004	0.003
Si	5.35	3.905	27.122	0.022	0.022	-0.04
Si	5.362	7.763	26.982	0.016	-0.02	-0.013
Si	5.362	11.598	27.078	-0.006	-0.011	-0.064
Si	5.308	0.054	26.941	0.013	0.005	0.003
Si	7.267	3.933	28.48	-0.008	-0.008	0.013
Si	7.279	7.803	28.382	0.002	0.006	0.012
Si	7.303	11.676	28.422	-0.007	0	0.008
Si	7.252	0.062	28.343	0.002	-0.007	0.013
Si	11.11	3.94	28.437	-0.002	0.004	0.013
Si	11.138	7.826	28.37	-0.005	0.005	0.018
Si	11.173	11.688	28.386	0.018	-0.01	-0.008
Si	11.132	0.068	28.355	0.003	0.005	0.019
Si	14.963	3.92	28.501	-0.01	-0.013	0.028
Si	14.987	7.811	28.41	0	0.001	0.014
Si	14.981	11.637	28.496	-0.005	-0.005	0.002
Si	15.028	0.078	28.388	-0.005	0.011	0.008
Si	3.391	3.901	28.446	0.001	-0.003	0.034
Si	3.442	7.786	28.403	-0.007	-0.005	0.01
Si	3.476	11.628	28.513	0.003	-0.003	0.008
Si	3.413	0.069	28.378	0.001	0.007	-0.001
Si	7.277	1.969	29.781	0	0.004	-0.001
Si	7.276	5.887	29.793	-0.003	0.01	-0.003
Si	7.283	9.729	29.775	0.001	0.001	-0.005
Si	7.268	-1.853	29.771	-0.001	0.014	-0.003
Si	11.142	1.987	29.772	0.003	-0.003	0.005
Si	11.139	5.892	29.773	0	-0.005	0.004
Si	11.143	9.747	29.765	0.001	0.005	-0.003
Si	11.147	-1.854	29.764	-0.006	-0.004	0.008
Si	15.007	1.975	29.809	0.007	-0.009	0.003
Si	14.999	5.883	29.797	0.002	-0.001	0.005
Si	15.004	9.707	29.818	0.002	-0.004	0.009
Si	15.005	-1.855	29.785	-0.01	0.002	0.007
Si	3.419	1.974	29.793	0.006	-0.011	0.008
Si	3.409	5.856	29.783	0.002	0.002	0.007
Si	3.427	9.687	29.816	0.007	0.003	0.012
Si	3.418	13.612	29.787	-0.01	0.002	0.011
Si	1.934	-0.004	3.401	0.006	-0.004	-0.002
Si	1.937	3.859	3.408	-0.001	0.009	-0.003
Si	1.95	7.788	3.421	-0.007	0.008	-0.003
Si	1.933	-3.896	3.432	0.006	-0.009	0.003
Si	5.795	-0.015	3.387	0.004	-0.006	0.007
Si	5.798	3.86	3.403	0.004	0.003	0.008
Si	5.798	7.78	3.431	0.002	0.006	0.006
Si	5.793	-3.931	3.417	-0.003	-0.013	0.007
Si	9.668	0.013	3.389	0.004	0.004	-0.002
Si	9.674	3.867	3.414	-0.005	0.009	0.002
Si	9.661	7.763	3.426	0.003	0	0.007
Si	9.67	-3.912	3.416	-0.001	-0.006	0.001
Si	-1.934	-0.003	3.397	-0.001	-0.011	0.003
Si	-1.933	3.863	3.419	-0.002	0.002	0.001
Si	-1.934	7.787	3.43	-0.01	-0.007	0.005
Si	-1.931	-3.905	3.432	0.004	-0.004	0.004
Si	1.935	1.916	4.769	-0.005	-0.012	0.007
Si	1.983	5.832	4.705	0.008	0.001	-0.005
Si	1.964	9.68	4.895	-0.009	0.01	-0.001
Si	1.914	-1.943	4.741	-0.019	0.007	-0.035
Si	5.812	1.908	4.744	-0.016	-0.016	0.002
Si	5.806	5.822	4.718	0	0.005	-0.013
Si	5.775	9.668	4.918	0.004	0.003	0.006
Si	5.765	-1.978	4.69	-0.023	0.002	-0.03
Si	9.69	1.927	4.773	0	-0.015	-0.003
Si	9.677	5.819	4.748	-0.004	0.007	0.004
Si	9.631	9.66	4.876	0.002	0.016	0.004
Si	9.668	-1.943	4.683	0.007	-0.005	-0.032
Si	-1.932	1.909	4.776	-0.008	-0.006	-0.01
Si	-1.922	5.835	4.728	0.005	0.011	0.008
Si	-1.935	9.679	4.91	0.018	0.005	-0.017
Si	-1.935	-1.946	4.727	0.017	0.012	-0.017
Si	0	1.897	6.131	-0.01	0.015	-0.012
Si	0.054	5.877	6.01	-0.021	0.021	0.052
Si	0.042	9.688	6.294	-0.015	0.02	0.005
Si	-0.017	-1.919	6.093	-0.012	-0.004	0.052
Si	3.887	1.892	6.1	0.009	-0.014	0.004
Si	3.898	5.833	6.084	0.001	-0.007	0.062
Si	3.859	9.686	6.387	0.012	0.027	0.007
Si	3.85	-1.996	6.061	0.011	0.003	0.01
Si	7.744	1.896	6.1	-0.005	0.013	0
Si	7.722	5.802	6.066	0.004	-0.017	0.058
Si	7.707	9.672	6.324	-0.004	0.011	-0.005
Si	7.716	-1.995	5.962	-0.012	0	0.022
Si	-3.852	1.903	6.156	0.002	-0.003	-0.004
Si	-3.848	5.842	6.091	0.005	-0.003	0.058
Si	-3.916	9.669	6.279	0.01	0.011	-0.009
Si	-3.884	-1.928	6.032	0.025	0.009	0.031
Si	0.009	-0.029	7.535	-0.007	-0.016	0.034
Si	0.056	3.93	7.29	0.015	0.02	0.026
Si	0.07	7.674	7.578	-0.011	-0.071	0.001
Si	0.019	-3.76	7.587	0.004	0.006	-0.005
Si	3.897	-0.08	7.403	-0.003	0.015	-0.014
Si	3.954	3.857	7.368	0.003	0.058	0.03
Si	3.865	7.639	7.661	-0.016	-0.045	0.02
Si	3.822	-3.726	7.707	-0.042	-0.004	0.009
Si	7.743	-0.112	7.332	-0.002	-0.005	-0.008
Si	7.743	3.85	7.4	0.003	0.066	0.042
Si	7.699	7.628	7.585	0.026	-0.046	-0.005
Si	7.671	-3.722	7.56	0.017	-0.014	0.022
Si	-3.871	-0.069	7.486	-0.008	-0.03	0.009
Si	-3.814	3.889	7.42	-0.017	0.061	0.008
Si	-3.873	7.688	7.621	0.026	-0.04	0.02
Si	-3.997	-3.754	7.509	0.015	-0.005	0.005
Si	2.007	-0.572	8.706	0.012	0.125	0.092
Si	1.998	4.038	8.594	-0.011	0.108	0.061
Si	1.938	7.152	8.993	-0.007	-0.132	0.058
Si	1.865	-2.996	8.937	-0.001	-0.115	0.09
Si	5.849	-0.562	8.634	-0.021	0.033	0.13
Si	5.84	4.033	8.777	0.017	0.121	0.02
Si	5.8	7.19	8.959	0.014	-0.128	0.118
Si	5.787	-2.998	8.848	0.031	-0.015	0.002
Si	-5.852	-0.637	8.649	0.049	0.042	0.09
Si	-5.777	4.069	8.677	0.007	0.142	0.066
Si	-5.844	7.199	8.875	-0.043	-0.145	0.088
Si	-5.893	-3.106	8.829	-0.044	-0.001	-0.004
Si	-1.954	-0.369	8.864	-0.017	-0.068	0.121
Si	-1.824	4.234	8.624	0.034	0.067	0.234
Si	-1.866	7.346	8.869	0.035	-0.142	0.013
Si	-2.027	-3.489	8.747	-0.003	0.083	0.096
Si	9.21	1.996	31.155	0.013	-0.128	-0.066
Si	9.21	5.863	31.155	0.026	0.123	-0.018
Si	9.21	9.73	31.155	0.038	0.013	-0.097
Si	9.21	-1.872	31.155	-0.01	0.06	-0.201
Si	13.078	1.996	31.155	-0.115	-0.136	0.045
Si	13.078	5.863	31.155	-0.137	0.074	0.027
Si	13.078	9.73	31.155	-0.176	-0.074	0.069
Si	13.078	-1.872	31.155	-0.054	0.146	-0.056
Si	1.476	1.996	31.155	0.056	-0.076	0.044
Si	1.476	5.863	31.155	-0.015	0.094	-0.025
Si	1.476	9.73	31.155	0.05	-0.094	0.098
Si	1.476	13.597	31.155	0.006	0.028	-0.084
Si	5.343	1.996	31.155	0.072	-0.101	0.043
Si	5.343	5.863	31.155	-0.025	0.039	0.015
Si	5.343	9.73	31.155	0.205	-0.087	0.116
Si	5.343	13.597	31.155	0.036	0.144	0.003
Si	9.21	3.929	32.522	0.011	0.008	-0.027
Si	9.21	7.796	32.522	0.034	0.012	0.018
Si	9.21	-3.805	32.522	-0.008	-0.022	-0.027
Si	9.21	0.062	32.522	0.031	-0.031	0.021
Si	13.078	3.929	32.522	-0.031	0.012	-0.026
Si	13.078	7.796	32.522	-0.076	0.016	0.028
Si	13.078	-3.805	32.522	-0.025	0	-0.024
Si	13.078	0.062	32.522	-0.064	-0.025	0.028
Si	1.476	3.929	32.522	0.007	-0.006	-0.009
Si	1.476	7.796	32.522	0.003	0.043	0.032
Si	1.476	11.663	32.522	0.016	0.006	-0.017
Si	1.476	0.062	32.522	0.003	-0.035	0.024
Si	5.343	3.929	32.522	0.032	0.014	-0.016
Si	5.343	7.796	32.522	0.032	0.047	0.029
Si	5.343	11.663	32.522	-0.011	-0.023	-0.018
Si	5.343	0.062	32.522	0.025	-0.04	0.03
Si	0	1.934	0.686	-0.008	-0.005	-0.021
Si	0	5.801	0.686	-0.012	-0.039	0.041
Si	0	-5.801	0.686	0.007	0.017	-0.058
Si	0	-1.934	0.686	-0.011	0.028	0.016
Si	3.867	1.934	0.686	-0.003	-0.01	-0.031
Si	3.867	5.801	0.686	0.003	-0.022	0.038
Si	3.867	-5.801	0.686	-0.015	0.014	-0.062
Si	3.867	-1.934	0.686	0.022	0.014	0.02
Si	7.734	1.934	0.686	-0.022	-0.007	-0.031
Si	7.734	5.801	0.686	-0.014	-0.02	0.021
Si	7.734	-5.801	0.686	0.025	0.011	-0.065
Si	7.734	-1.934	0.686	0	0.025	0.006
Si	-3.867	1.934	0.686	0.016	-0.001	-0.03
Si	-3.867	5.801	0.686	0.016	-0.013	0.036
Si	-3.867	9.668	0.686	0.013	0.011	-0.057
Si	-3.867	-1.934	0.686	0.003	0.021	0.014
Si	0	0	2.053	0.028	0.016	-0.167
Si	0	3.867	2.053	0.008	-0.029	-0.049
Si	0	7.734	2.053	0.04	0.254	0.109
Si	0	-3.867	2.053	0.017	-0.24	0.077
Si	3.867	0	2.053	-0.068	0.022	-0.246
Si	3.867	3.867	2.053	-0.031	-0.08	-0.153
Si	3.867	7.734	2.053	0.075	0.259	-0.037
Si	3.867	-3.867	2.053	-0.074	-0.217	0
Si	7.734	0	2.053	-0.015	0.015	-0.231
Si	7.734	3.867	2.053	0.032	-0.021	-0.066
Si	7.734	7.734	2.053	-0.056	0.212	0.046
Si	7.734	-3.867	2.053	-0.018	-0.245	0.013
Si	-3.867	0	2.053	0.014	0.026	-0.227
Si	-3.867	3.867	2.053	0.048	-0.026	-0.066
Si	-3.867	7.734	2.053	-0.024	0.245	0.083
Si	-3.867	11.602	2.053	0.057	-0.254	0.029
Si	6.249	1.631	10.909	-0.03	-0.025	0.069
Si	1.484	-3.959	12.055	-0.01	-0.001	0.078
Si	3.947	-1.496	17.679	-0.021	0.014	-0.038
Si	-4.473	0.864	13.235	0.013	-0.042	0.106
Si	4.016	2.06	13.035	0	0.029	0.11
Si	13.183	10.885	16.093	0.032	0.015	-0.007
Si	6.092	-3.493	11.15	0.01	0.031	0.014
Si	13.064	-0.03	16.963	0.025	-0.011	0.036
Si	9.113	1.719	15.257	0.018	-0.021	0.035
Si	2.339	7.772	17.389	0.022	-0.035	-0.019
Si	-5.435	8.862	11.529	-0.015	0.044	0.06
Si	11.378	2.435	17.009	-0.002	-0.016	0.04
Si	-1.307	1.92	10.826	-0.036	0.074	-0.046
Si	13.283	6.335	17.66	-0.002	-0.013	0.009
Si	-2.348	9.589	10.923	0.034	0.029	0.044
Si	1.664	6.616	14.469	0.033	-0.018	0.07
Si	3.066	-0.212	14.942	0.006	-0.013	0.038
Si	1.833	1.661	10.778	0.019	0.021	0.055
Si	0.094	0.564	15.506	0.009	-0.015	0.048
Si	-1.868	2.352	13.827	-0.003	-0.034	0.123
Si	9.355	1.648	10.807	0.022	0.009	0.023
Si	5.549	-3.661	16.105	-0.035	0.032	-0.009
Si	2.2	8.494	11.935	-0.022	0.068	0.08
Si	9.194	-3.642	11.133	-0.032	0.023	-0.009
Si	4.118	-2.819	13.421	0.022	0.013	0.024
Si	-0.689	4.866	15.335	0.034	-0.021	0.06
Si	6.399	7.286	14.234	-0.029	-0.05	0.071
Si	10.812	9.47	21.256	0.047	0.039	-0.127
Si	15.335	8.294	19.227	-0.029	0.042	-0.109
Si	16.72	2.956	16.988	-0.005	-0.005	0.006
Si	2.37	1.834	21.618	-0.004	0.02	-0.103
Si	-1.435	-4.033	13.095	-0.007	0.049	0.082
Si	11.03	-2.252	16.011	0.035	0.022	0.012
Si	6.833	7.723	22.185	0.016	-0.033	-0.051
Si	3.634	7.558	22.41	-0.033	-0.03	-0.061
Si	4.223	3.301	16.762	-0.007	0.05	-0.003
Si	9.61	7.211	14.28	-0.017	-0.025	0.065
Si	14.722	11.217	18.722	0.005	0.032	-0.029
Si	8.188	-2.792	17.449	0.005	-0.008	0.005
Si	12.055	-3.686	19.97	-0.004	0.007	-0.043
Si	5.395	8.853	11.717	0.011	0.056	0.025
Si	-5.471	4.499	15.453	-0.021	0.011	0.057
Si	12.073	-1.088	21.453	-0.004	-0.05	-0.157
Si	14.936	7.926	22.288	-0.024	-0.059	-0.044
Si	12.955	4.685	20.237	-0.038	-0.03	-0.079
Si	6.811	1.944	17.064	0.015	0.035	-0.02
Si	5.243	8.743	16.862	-0.002	-0.046	0.016
Si	11.219	8.469	16.728	0	-0.001	0.025
Si	7.395	-0.021	22.099	0.027	0.02	-0.022
Si	8.217	4.708	17.959	0.012	-0.019	0.018
Si	14.918	2.395	21.312	0.028	0.003	-0.131
Si	10.215	1.061	21.66	0.022	0.021	-0.126
Si	10.36	3.348	19.767	0.019	0.029	-0.112
Si	12.17	7.105	21.882	-0.015	-0.043	-0.112
Si	3.477	6.271	19.793	0.03	-0.087	-0.112
Si	16.809	-2.156	19.462	-0.055	0.012	-0.076
Si	14.336	-0.26	19.783	-0.006	-0.029	-0.113
Si	4.428	4.95	14.339	0.026	-0.011	0.071
Si	1.773	-1.203	22.26	-0.025	-0.014	-0.065
Si	-4.045	-2.169	12.946	0.035	-0.002	0.052
Si	2.916	3.484	19.384	0.006	0.031	-0.041
Si	6.413	7.026	19.241	-0.039	-0.055	-0.091
Si	9.771	10.426	18.735	0.056	0.023	-0.005
Si	6.646	-0.496	19.019	-0.018	-0.012	-0.088
O	2.115	2.865	9.73	0.004	-0.04	-0.032
O	3.616	-1.388	13.977	-0.003	0.014	-0.022
O	15.746	4.092	16.389	-0.006	-0.003	-0.013
O	1.952	5.524	9.332	0.003	0.054	-0.129
O	1.874	7.789	10.507	-0.01	0.014	-0.071
O	1.742	-3.314	10.573	-0.008	0.05	-0.158
O	1.395	-5.569	11.92	0.016	-0.067	-0.05
O	5.821	2.944	10.02	-0.009	0.002	-0.032
O	-1.546	-4.405	14.666	0	-0.009	-0.037
O	-3.851	-0.559	12.733	0	0.02	-0.036
O	5.795	8.009	10.386	-0.001	-0.007	-0.08
O	3.808	8.726	12.05	-0.001	-0.023	-0.01
O	9.537	0.189	10.094	0.004	-0.039	-0.096
O	9.243	3.259	14.683	0.002	0.004	-0.008
O	9.673	5.596	9.35	-0.007	0.023	-0.142
O	14.372	7.306	18.375	0.017	0.021	0.043
O	-3.354	1.689	14.122	0.013	0.03	-0.041
O	-2.004	0.558	10.24	0.006	0.012	-0.086
O	-1.599	3.126	9.8	-0.015	0.018	-0.035
O	-1.881	5.745	9.337	-0.003	-0.033	-0.156
O	9.222	4.333	19.181	0.009	-0.005	0.032
O	-1.688	8.259	10.246	-0.008	0.01	-0.046
O	-1.661	-5.463	12.332	-0.015	-0.041	-0.063
O	5.084	-2.614	12.112	0.016	-0.012	-0.03
O	4.782	4.556	15.888	-0.016	-0.007	0
O	-4.991	1.752	11.979	-0.026	0.009	-0.076
O	15.702	-0.981	19.297	0.009	0.015	0.041
O	-5.805	0.633	14.177	0.003	0.02	-0.031
O	2.998	5.711	14.281	-0.031	0.009	-0.019
O	12.047	-3.463	16.353	-0.021	0.009	-0.003
O	2.631	-1.789	18.568	0.019	0.003	0.02
O	2.678	1.963	12.12	-0.048	-0.011	-0.087
O	4.143	3.7	18.334	-0.019	-0.011	0.018
O	14.413	11.066	17.139	0.002	-0.002	0
O	4.461	-2.909	17.056	0.013	-0.019	0.006
O	14.455	1.834	22.791	-0.006	-0.001	0.125
O	-0.623	1.408	14.307	-0.007	0.02	-0.046
O	3.115	-1.434	23.163	0.033	-0.033	0.061
O	1.891	0.288	21.628	0.001	-0.031	0.059
O	16.025	1.508	16.76	-0.004	0.011	0.002
O	3.616	8.737	17.066	-0.004	0.014	0.004
O	3.087	7.45	20.864	-0.006	0.042	0.111
O	13.099	6.059	21.073	0.015	0.032	0.085
O	11.784	-0.864	16.411	-0.015	-0.02	-0.007
O	7.994	7.085	14.486	0.013	0.011	-0.022
O	9.217	-5.199	11.682	0.019	-0.037	-0.036
O	14.986	4.09	23.913	0.004	-0.004	0.08
O	9.628	2.255	20.721	0.002	-0.034	0.093
O	14.659	9.755	19.409	-0.005	-0.046	0.043
O	5.241	2.04	16.651	0	-0.015	-0.005
O	9.017	0.021	21.992	-0.012	-0.032	0.062
O	7.664	-1.703	18.56	-0.004	0.016	0.027
O	8.462	11.231	18.191	-0.021	0.004	0.003
O	14.117	3.694	20.761	0.006	-0.007	0.061
O	7.068	0.875	18.25	0.006	-0.029	0.054
O	14.694	1.272	20.165	-0.002	0.011	0.057
O	11.037	11.46	18.746	-0.014	-0.001	0.013
O	-3.904	9.259	11.194	0.008	-0.009	-0.019
O	5.796	-5.068	11.459	-0.007	-0.036	-0.036
O	3.06	8.891	23.156	0.001	-0.018	0.051
O	11.242	6.466	23.048	0.027	0.02	0.044
O	6.94	1.35	22.891	0.007	-0.009	0.075
O	2.876	4.837	20.296	-0.008	0.025	0.021
O	3.301	2.204	22.891	0.006	0.071	0.138
O	11.149	4	23.944	0.012	-0.019	0.097
O	15.372	6.599	23.137	-0.015	0.037	0.037
O	10.921	1.607	23.008	0	0.002	0.065
O	11.731	-1.199	23.04	-0.036	-0.024	0.081
O	5.101	6.19	19.721	-0.012	0.017	0.045
O	3.365	11.504	23.87	0.02	0.049	0.133
O	13.551	-3.358	19.428	-0.012	-0.024	0.032
O	3.245	2.162	20.278	-0.018	-0.025	0.068
O	15.849	-1.302	23.134	-0.041	-0.04	0.074
O	9.418	8.051	10.266	0.009	-0.014	-0.067
O	10.557	9.466	22.865	0.019	0.033	0.142
O	16.501	2.775	21.502	0.015	0.016	0.037
O	7.303	3.414	17.576	0.001	-0.014	0.01
O	-2.596	-2.915	12.761	-0.009	-0.002	-0.035
O	11.207	7.932	20.857	0.008	-0.01	0.074
O	14.415	-0.437	16.116	0.008	-0.002	-0.032
O	7.009	-1.346	22.96	0.009	0.024	0.046
O	7.245	3.891	23.73	-0.011	0.004	0.119
O	9.06	5.135	16.633	0.012	-0.014	-0.02
O	7.408	9.091	22.88	0.007	0.004	0.078
O	7.291	11.618	23.745	0.004	-0.001	0.125
O	11.464	4.159	20.636	0	-0.006	0.041
O	11.357	0.243	20.841	-0.024	0.03	0.071
O	11.246	2.639	18.606	-0.009	-0.002	0.019
O	13.823	5.857	16.199	-0.009	0.01	-0.024
O	10.186	9.178	17.777	-0.007	-0.004	0.008
O	7.146	7.648	20.576	0.025	0.028	0.101
O	-4.71	-2.371	14.414	-0.018	-0.013	0.009
O	5.012	-3.59	14.56	0.014	-0.021	0.018
O	13.072	5.03	18.638	0.01	0.027	0.017
O	11.213	-3.692	23.852	-0.017	0.001	0.085
O	15.51	9.282	22.984	-0.002	-0.021	0.056
O	1.753	-2.284	21.036	0.001	0.023	0.1
O	0.053	-3.449	12.699	0.022	-0.005	-0.053
O	16.699	8.505	18.341	-0.009	0.002	0.038
O	-2.156	-4.579	9.968	0.016	0.015	-0.072
O	15.118	-3.761	23.862	-0.011	0.018	0.112
O	2.71	2.951	16.239	0.013	-0.007	0.006
O	12.067	10.485	20.957	-0.015	-0.037	0.065
O	5.239	7.719	22.433	-0.004	0.009	0.04
O	3.562	-0.456	16.477	0.019	-0.013	0.014
O	1.66	7.688	13.245	-0.001	0.03	-0.101
O	-1.626	3.833	14.476	-0.007	-0.008	-0.038
O	5.975	0.249	10.086	-0.004	-0.042	-0.11
O	7.581	1.433	15.707	-0.002	0.009	-0.008
O	2.238	0.194	10.182	-0.014	-0.07	-0.13
O	3.231	6.146	23.124	0.004	-0.027	0.085
O	13.281	-0.331	18.542	0.004	0.003	0.04
O	7.031	-2.977	16.297	0	-0.001	-0.019
O	5.988	8.233	18.224	0.008	0.017	0.03
O	16.174	-3.563	18.937	0.02	-0.003	0.027
O	5.694	10.263	16.56	0.011	0.028	-0.001
O	11.347	3.86	16.176	-0.038	0.001	-0.033
O	5.821	5.578	9.404	-0.01	0.034	-0.122
O	2.757	-3.631	13.026	-0.008	-0.009	-0.026
O	-1.974	-1.95	9.4	-0.004	-0.039	-0.154
O	3.725	1.158	14.358	0.002	-0.001	-0.034
O	5.655	5.887	13.807	0.011	0.021	-0.027
O	13.31	8.121	22.466	0.021	0.029	0.074
O	12.752	1.578	16.779	-0.021	0.018	-0.014
O	1.69	7.299	15.966	-0.004	0.023	-0.015
O	5.106	-0.868	18.635	0.018	0.009	0.04
O	-5.535	7.923	12.852	-0.002	0.023	-0.049
O	6.236	8.347	13.012	0.01	0.018	-0.062
O	9.555	9.904	20.286	-0.009	0	0.053
O	7.668	-3.113	11.5	0.002	-0.001	-0.055
O	9.67	2.914	9.84	0.002	-0.026	-0.026
O	-1.913	2.449	12.219	0.003	-0.031	-0.095
O	13.661	-0.972	21.096	0.011	-0.015	0.086
O	11.451	-2.396	20.728	0.007	0.024	0.069
O	10.038	1.597	16.599	-0.008	0.003	-0.007
O	-5.199	5.701	14.382	0.017	0.005	-0.035
O	2.876	6.514	18.289	-0.015	0.024	0.036
O	7.452	6.404	22.932	-0.019	0.028	0.062
O	0.255	1.625	11.108	-0.007	0.003	-0.022
O	5.673	7.807	15.599	0.004	0.012	-0.019
O	15.516	7.752	20.763	-0.013	-0.012	0.1
O	12.461	9.43	16.263	-0.009	-0.003	-0.004
O	11.873	7.133	17.415	0.003	0.007	0.016
O	6.729	-0.196	20.622	0	0.017	0.05
O	-5.169	8.115	15.438	-0.009	0.004	-0.036
O	1.507	3.258	18.569	0.025	-0.003	0.026
O	-5.121	-2.766	11.884	-0.002	0.001	-0.013
O	1.417	-0.187	14.912	-0.002	-0.005	-0.007
O	0.288	5.734	14.345	-0.015	-0.001	-0.014
O	7.818	1.754	11.355	0.005	-0.001	-0.015
O	4.307	3.608	13.44	-0.007	-0.035	-0.058
O	5.342	1.541	12.254	0.056	-0.013	-0.087
O	7.369	5.997	18.433	-0.007	0.029	0.029
O	9.584	-2.304	16.757	-0.024	0.01	-0.007

Results
free energy: -270674.975 eV
free energy less fixed offsets of O -568.88, Si -635.61 eV per atom: -11.775 eV

The program warned: the cutoff lies below the one the program advises for these potential files; the forces do not sum to zero within the program's tolerance; the exchange-correlation potential is rough where the density is thin.
